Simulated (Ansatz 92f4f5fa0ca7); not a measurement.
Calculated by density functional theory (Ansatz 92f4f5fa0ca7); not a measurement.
Periodic cell of 219 atoms, Si133O78N8, from a study of silicon, its oxide and their interface. The atomic structure is a simulated model.
Doubt: the cutoff is far below the 930 eV that the study's wrapper takes by default for these files, so forces and energies are approximate.
This geometry differs little from another in the collection (a relaxation step or a small displacement).

Settings
functional: PBE
potential files: Ansatz PAW
basis: plane waves
wave-function cutoff: 580 eV
density cutoff ratio: 5
exchange-correlation grid ratio: 1
k mesh: 1 x 1 x 1, Gamma-centred
self-consistency stop: 5e-08 eV per atom in the density residual
occupations: fixed
spin: none
net charge: 0

Cell vectors (angstrom)
a	10.938	0	0
b	0	10.938	0
c	0	0	31.1685

Atoms: element, x, y, z (angstrom)
Si	-0.3104	0.0967	23.4053
Si	5.5293	-0.2072	23.7141
Si	2.5596	2.9984	23.8361
Si	8.5195	2.5116	23.6599
Si	0.2572	5.1383	23.8836
Si	5.1608	5.6973	23.6676
Si	2.7239	7.6452	23.5823
Si	7.8916	8.641	23.7516
Si	1.3382	1.2454	24.8419
Si	6.8026	1.3867	24.9382
Si	4.1256	4.1419	25.1265
Si	9.5587	4.0229	25.1071
Si	1.3547	6.7211	25.2093
Si	6.7537	6.9163	24.9471
Si	3.9516	9.418	24.8681
Si	9.5545	9.6451	25.0427
Si	2.7088	-0.0562	26.2968
Si	8.1788	0.0614	26.3918
Si	0.0532	2.6542	26.3749
Si	5.496	2.728	26.3883
Si	2.7712	5.444	26.5074
Si	8.1555	5.498	26.3374
Si	-0.022	8.2262	26.3894
Si	5.4162	8.2354	26.3665
Si	4.1018	1.3673	27.7503
Si	9.5708	1.3673	27.7503
Si	1.3673	4.1018	27.7503
Si	6.8362	4.1018	27.7503
Si	4.1018	6.8362	27.7503
Si	9.5708	6.8362	27.7503
Si	1.3673	9.5708	27.7503
Si	6.8362	9.5708	27.7503
Si	0	0	29.1175
Si	5.469	0	29.1175
Si	2.7345	2.7345	29.1175
Si	8.2035	2.7345	29.1175
Si	0	5.469	29.1175
Si	5.469	5.469	29.1175
Si	2.7345	8.2035	29.1175
Si	8.2035	8.2035	29.1175
Si	1.3673	1.3673	30.4848
Si	6.8362	1.3673	30.4848
Si	4.1018	4.1018	30.4848
Si	9.5708	4.1018	30.4848
Si	1.3673	6.8362	30.4848
Si	6.8362	6.8362	30.4848
Si	4.1018	9.5708	30.4848
Si	9.5708	9.5708	30.4848
Si	2.7345	0	0.6835
Si	8.2035	0	0.6835
Si	0	2.7345	0.6835
Si	5.469	2.7345	0.6835
Si	2.7345	5.469	0.6835
Si	8.2035	5.469	0.6835
Si	0	8.2035	0.6835
Si	5.469	8.2035	0.6835
Si	4.1018	1.3673	2.0507
Si	9.5708	1.3673	2.0507
Si	1.3673	4.1018	2.0507
Si	6.8362	4.1018	2.0507
Si	4.1018	6.8362	2.0507
Si	9.5708	6.8362	2.0507
Si	1.3673	9.5708	2.0507
Si	6.8362	9.5708	2.0507
Si	0	0	3.418
Si	5.469	0	3.418
Si	2.7345	2.7345	3.418
Si	8.2035	2.7345	3.418
Si	0	5.469	3.418
Si	5.469	5.469	3.418
Si	2.7345	8.2035	3.418
Si	8.2035	8.2035	3.418
Si	1.4791	1.3079	4.7071
Si	6.8597	1.3417	4.8305
Si	4.0473	4.2021	4.8377
Si	9.5217	4.1085	4.8318
Si	1.4041	6.7889	4.7801
Si	6.8222	6.7624	4.8782
Si	4.1572	9.5884	4.7514
Si	9.4863	9.6322	4.7032
Si	2.8957	0.0426	6.1575
Si	8.3089	0.0374	6.2652
Si	0.1013	2.6906	5.9457
Si	5.409	2.7413	6.0904
Si	2.7656	5.6185	6.3857
Si	8.1676	5.4061	6.4116
Si	-0.1081	8.1771	5.8767
Si	5.4199	8.2287	6.1681
Si	3.8722	1.7504	7.5904
Si	10.2452	0.9918	7.3641
Si	1.494	3.8847	7.3991
Si	6.8112	3.7392	7.6545
Si	3.6701	7.5309	7.7322
Si	9.4999	7.0849	7.5115
Si	1.3018	9.5717	7.0427
Si	7.1644	9.2582	7.4035
O	10.7299	-5.0299	22.5007
N	4.4959	1.9192	20.0718
N	3.8128	6.4618	22.7975
O	9.5324	1.3203	23.1118
O	6.6639	4.7775	11.6601
O	11.2259	-0.2734	7.7934
O	2.1338	6.5262	9.9543
N	2.0629	8.3306	8.0283
O	11.6048	4.1896	8.7893
N	-0.3824	6.6579	8.8785
O	11.0184	7.4725	12.5895
O	2.6321	2.7886	7.8484
O	8.9102	6.0449	12.0198
O	4.4836	1.6367	9.1438
O	4.8706	4.762	13.7233
O	1.5524	7.974	22.4111
O	6.1709	5.0669	22.5448
O	4.8902	11.3923	22.3452
N	10.9094	10.2241	21.8061
O	12.3041	4.0286	23.3601
O	-2.6874	3.4464	22.328
Si	3.4292	8.8229	19.4684
Si	4.6864	1.5178	16.265
Si	-1.2383	9.0711	21.2049
Si	6.3957	3.8342	17.0626
Si	5.1889	0.5513	19.1824
Si	9.5026	2.2315	13.1496
Si	4.2903	-3.0954	16.7394
Si	18.3885	1.038	11.6227
Si	-3.727	8.1431	14.6202
Si	10.7296	1.3313	18.2278
Si	1.2316	-0.2441	20.6588
Si	11.5958	6.884	21.5019
Si	4.9287	-0.9583	14.6866
Si	8.1254	-0.2896	18.8702
Si	12.0059	11.3829	12.9238
Si	8.2709	-6.2806	11.4384
Si	3.4627	6.1712	21.0767
Si	-0.347	5.0821	9.6803
Si	1.6558	12.7842	15.7142
Si	3.7948	12.3328	21.5755
Si	8.9238	2.5872	9.325
Si	3.5457	9.8765	11.8503
Si	10.498	5.945	12.483
Si	15.9885	3.5923	19.8229
Si	7.3297	4.5333	21.5472
Si	5.0639	4.8123	12.0771
Si	9.1056	6.5087	19.7794
Si	14.4107	-3.791	10.6664
Si	9.5126	-6.7685	17.8456
Si	10.754	8.8186	11.697
Si	12.0082	-3.3406	9.2607
Si	-5.6631	5.7821	14.9587
Si	-0.2543	4.0404	15.0574
Si	7.7572	-2.0148	11.758
Si	-5.7108	-8.2277	10.1404
Si	5.5328	8.9263	9.8877
Si	-3.5344	-2.8908	17.4648
O	4.3426	-7.3208	11.1996
O	2.9433	8.3701	11.6273
O	12.1463	3.3687	15.3019
O	4.4436	9.735	13.1811
O	4.1333	4.7995	20.4692
O	24.2627	11.507	21.4669
O	4.0516	-4.4855	15.8601
O	9.2869	0.5771	18.132
O	4.832	0.6245	17.607
O	-0.5693	2.9059	18.4061
O	8.0492	-3.2106	15.9724
O	8.7541	8.4295	22.3697
O	8.0614	8.375	13.2665
O	11.1984	-5.7657	11.2168
O	8.4762	1.5217	10.4637
O	10.7749	5.1813	13.8936
O	4.573	10.0723	10.5962
O	5.9884	3.807	9.1273
O	8.7566	-1.0846	20.1371
O	8.226	1.223	13.0649
O	3.1728	2.1169	16.2518
O	-0.8497	4.7038	16.4114
O	13.3588	11.0807	12.0031
O	4.0472	9.0956	15.7257
O	3.458	2.7027	22.4754
N	-1.9109	-6.6798	9.8699
O	8.1661	5.7896	20.9278
O	0.6187	0.7364	19.4995
O	-6.4241	-0.8818	19.6452
O	-2.6399	-2.776	7.9418
O	18.5194	-1.3101	17.7411
O	-6.6378	-4.7767	11.6272
O	1.9553	-1.5342	19.9199
N	4.4633	7.6643	9.3192
O	6.2877	-5.8679	16.0178
O	7.1137	-0.525	11.6705
O	-1.7004	8.9544	11.1041
O	6.5705	3.6897	20.3945
O	7.9288	2.5569	8.0109
O	6.1055	6.9988	14.2598
O	9.8351	5.3231	18.945
O	6.696	9.6644	23.2398
O	0.6678	-13.079	10.3002
O	0.7111	1.1819	16.8817
O	6.4839	-1.368	14.9076
O	-4.8323	1.8643	11.2459
O	-1.9976	-7.4051	12.3816
O	12.5201	11.7346	14.443
O	5.9642	2.5248	16.1937
O	3.9677	7.5726	20.3772
O	17.7607	0.5716	19.381
O	11.1294	10.017	12.737
O	3.2685	-2.7653	17.9672
O	15.7387	11.563	14.929
O	6.3519	-1.1727	8.754
O	10.9314	12.5918	12.5364
O	7.9139	3.8101	17.6692
O	10.2547	1.8407	8.7869
O	9.7236	2.756	14.675
O	6.6016	-2.8059	10.8945
O	5.2403	14.8478	18.2282
O	-5.1402	7.7344	17.3925
O	-2.8264	7.2475	18.6946
N	-0.5962	7.5898	20.4827
O	1.8447	6.0264	20.7555

Results
free energy: -131990.806 eV
free energy less fixed offsets of N -385.13, O -568.88, Si -635.61 eV per atom: -0.996 eV

Forces (eV/angstrom), in the order of the atoms: element, x, y, z
Si	0.0029	-0.0012	-0.0091
Si	0.0133	-0.0091	0.0064
Si	-0.0062	0.0114	-0.0037
Si	0.0028	0	-0.0058
Si	0.0141	-0.0068	-0.003
Si	-0.0031	0.0029	-0.0115
Si	-0.0061	-0.0042	-0.0047
Si	-0.0075	0.0117	-0.0084
Si	-0.0008	0.0032	0.0005
Si	0.0001	-0.004	-0.0042
Si	-0.0035	-0.0013	0.0038
Si	0.0038	-0.0039	-0.0007
Si	0.0054	-0.0015	-0.0019
Si	-0.0001	0.0056	0.0044
Si	0.0018	0.0049	-0.0007
Si	-0.0056	0.0054	0.0034
Si	0	0.0025	-0.0039
Si	0.0042	-0.0014	-0.001
Si	-0.0004	-0.0005	-0.0031
Si	0.0017	0.0002	-0.0063
Si	-0.0019	-0.0003	-0.0052
Si	0.0006	0.0015	-0.0001
Si	0.0013	0.0003	0.0008
Si	-0.0045	-0.0025	0.0001
Si	-0.1051	-0.2844	-0.4898
Si	0.0826	0.1201	0.2273
Si	-0.0115	-0.569	0.3545
Si	0.0604	0.1295	-0.0225
Si	0.3373	0.3138	0.5627
Si	-0.2549	0.0353	-0.2299
Si	-0.0439	0.0561	-0.0763
Si	-0.1965	0.1995	-0.1493
Si	-0.0384	-0.047	-0.0132
Si	0.0141	-0.0663	0.0014
Si	-0.1445	0.0085	0.0203
Si	0.1519	0.0904	-0.0168
Si	-0.0671	-0.1178	-0.0497
Si	0.0168	0.0609	0.0224
Si	0.037	0.0303	-0.0039
Si	-0.0369	-0.0625	-0.022
Si	0.0118	-0.0213	-0.0092
Si	-0.0408	0.0685	-0.0272
Si	0.0576	-0.0483	-0.0144
Si	-0.0394	-0.0107	0.0034
Si	0.0128	0.0214	-0.038
Si	-0.0217	-0.0135	0.0034
Si	-0.018	-0.0161	-0.0026
Si	0.0367	0.0481	-0.0245
Si	-0.0288	-0.0174	0.0475
Si	0.0189	-0.0836	0.0398
Si	0.016	0.0391	-0.0277
Si	0.0277	-0.0344	-0.0211
Si	-0.0365	-0.0242	0.0457
Si	0.0337	0.0041	0.0505
Si	-0.013	-0.007	0.0046
Si	-0.0275	0.063	-0.0333
Si	0.2009	0.2516	-0.0047
Si	0.1422	0.1156	0.0062
Si	-0.1321	-0.1582	0.0117
Si	-0.1037	-0.0942	0.02
Si	0.1255	0.125	-0.0002
Si	0.0227	0.0233	0.0819
Si	-0.0837	-0.0394	-0.0086
Si	-0.1216	-0.1295	-0.0549
Si	0.147	-0.0677	-0.3762
Si	0.5037	0.1346	-0.2373
Si	0.3823	0.4842	-0.2271
Si	-0.1817	0.0043	0.2218
Si	-0.062	-0.2774	0.2099
Si	0.0121	-0.0787	0.1646
Si	0.0294	0.0316	0.0883
Si	-0.6649	-0.2478	0.0391
Si	-0.0091	0.0019	-0.0014
Si	0.0065	-0.0036	0.0013
Si	0.0084	-0.0009	0.0005
Si	0.0035	0.0049	0.003
Si	-0.0008	-0.0018	0.0044
Si	-0.0056	0.0067	0.0038
Si	-0.0055	0.0017	0.0051
Si	0.0068	-0.0023	-0.0032
Si	0.0005	0.0037	0.0025
Si	-0.0055	0.0083	-0.0097
Si	0.0046	0.0053	-0.0068
Si	-0.0085	0.0061	0.004
Si	0.0186	0.0329	-0.0108
Si	-0.0073	-0.0162	-0.0051
Si	-0.008	0.0015	-0.0098
Si	0.0519	0.0045	-0.0346
Si	0.0031	0.0103	-0.0015
Si	0.0113	-0.0048	0.0214
Si	-0.0187	-0.0341	0.0443
Si	-0.0151	-0.0011	0.009
Si	-0.0541	-0.0147	0.0363
Si	0.0084	0.0097	0.0153
Si	0.0071	-0.0037	0.0094
Si	-0.0096	-0.0178	0.0024
O	-0.0004	-0.0014	-0.0017
N	-0.0022	-0.004	0.0069
N	0.0081	-0.0097	-0.005
O	-0.0023	0.001	0.0024
O	-0.0006	0.003	0.003
O	-0.0053	0.0086	-0.0065
O	-0.0013	0.0034	0.0008
N	-0.0067	0.0048	-0.0068
O	0.0074	0.0077	-0.0249
N	0	-0.005	-0.0005
O	0.0012	-0.0018	0.0034
O	0.0038	-0.005	-0.0075
O	0.0004	-0.0004	0.0031
O	-0.0049	-0.0058	0.0008
O	-0.0002	-0.0013	0.0006
O	0.0008	-0.0013	-0.0021
O	-0.0056	0.0028	-0.0008
O	-0.0044	0.0048	-0.0085
N	-0.0039	0.01	0.0088
O	-0.0054	0.0009	0.0083
O	0.0034	-0.004	0.005
Si	-0.0007	-0.0023	0.0029
Si	-0.0031	0.0023	-0.0075
Si	-0.0038	0.0024	0.0007
Si	-0.0006	0.0011	-0.0035
Si	0.0021	-0.0017	-0.005
Si	0.0049	0.0004	0.0007
Si	-0.0009	-0.0007	-0.0018
Si	0.0005	0.0107	-0.0051
Si	0.0014	-0.0019	-0.0056
Si	-0.0007	0.0011	-0.0007
Si	0.002	0.0012	-0.0017
Si	0.0083	0.0004	0.0017
Si	0.0016	0.0062	0.0014
Si	0.0011	0.0003	0.002
Si	0.0006	0.0047	-0.0029
Si	-0.0034	-0.0007	-0.0031
Si	0.0013	0.0057	0.0151
Si	0.001	0.0041	-0.0113
Si	0.0021	0.0028	-0.0016
Si	0.0023	0.0014	0.0037
Si	-0.0031	0.0096	0.005
Si	-0.0055	0	-0.0064
Si	-0.0047	0.0021	-0.0003
Si	-0.0037	0.0077	-0.0001
Si	-0.0008	0.0032	0.0118
Si	0.0007	0.0001	-0.003
Si	-0.0025	-0.0036	-0.0042
Si	-0.0064	-0.0036	0.0007
Si	0.0006	-0.0009	-0.0027
Si	-0.0046	0.0015	-0.004
Si	0.0092	-0.0105	-0.0077
Si	0.0002	0.0016	-0.0019
Si	0.0003	-0.0027	-0.0015
Si	0.0008	-0.0024	0.0002
Si	0.0038	0.0037	-0.0085
Si	0.003	-0.002	0.0008
Si	0.0019	0.0008	-0.0023
O	0.0001	-0.004	0.0005
O	0.0013	-0.0008	0.0037
O	-0.0011	0.0017	0.0001
O	0.0016	0.0003	0.0009
O	-0.0004	-0.0038	-0.0033
O	-0.0046	-0.0005	-0.0045
O	0.0005	0.0011	0.0002
O	-0.0007	0.0005	-0.0015
O	0.0007	-0.0029	0.0059
O	-0.0008	-0.0005	-0.0013
O	-0.0015	0.0007	0.0044
O	0.0003	-0.0014	-0.0027
O	0.0007	0.0022	-0.0046
O	0.0006	-0.0021	0.0035
O	-0.0002	-0.0071	0.0078
O	-0.0005	0.0025	0.0001
O	0.0044	0.0021	-0.0023
O	0.0018	0.0005	-0.004
O	0.0016	-0.0042	0.0019
O	-0.0052	-0.005	-0.0021
O	-0.0014	0.0006	0.0013
O	-0.0006	0.0012	0.0027
O	-0.0006	-0.0001	0.0045
O	-0.0019	-0.0021	0.0026
O	0.0007	0.0007	-0.0021
N	0.0044	-0.0018	-0.0022
O	-0.0018	0.0005	-0.004
O	0.0017	-0.0039	0.0021
O	0.0006	0.0038	-0.0029
O	-0.0054	0.0046	-0.0056
O	0.0004	0.0012	0.0014
O	0.0013	0.0021	0.0032
O	-0.001	0.003	-0.0019
N	0.0098	0.0046	-0.0106
O	0.0006	-0.0025	0.0024
O	-0.0039	-0.0136	0.0022
O	-0.0029	0.0006	0.0048
O	0.0003	-0.0043	-0.0046
O	-0.002	0.001	-0.0072
O	-0.0017	-0.0003	0.0011
O	-0.0009	0.0026	-0.0008
O	0.0041	-0.0012	0.0108
O	0.0043	-0.0006	-0.0052
O	-0.001	-0.002	0.0036
O	0.001	0.0026	0.0026
O	-0.0033	0.0032	0.003
O	-0.0044	0.0051	-0.0027
O	-0.002	-0.0013	-0.0015
O	0.0015	0.0023	0.0011
O	-0.0004	-0.0019	-0.0022
O	-0.0009	0.0007	-0.0014
O	-0.0003	0.0006	0.0013
O	-0.0014	0.0019	0.0035
O	0.0008	-0.0028	0.0001
O	0.0024	0.0032	0.0044
O	0.0012	-0.0013	0.004
O	-0.0004	0.0009	-0.0002
O	0.0095	-0.0038	-0.0116
O	0.0001	0.0022	-0.0013
O	-0.0017	0.0048	0.0014
O	0.0004	0.0001	-0.0025
O	0.0014	0.0006	-0.0012
O	0.0025	-0.0003	0.0019
N	0.0028	0.004	0.0037
O	-0.0051	0.0008	-0.0038

The program warned: the cutoff lies below the one the program advises for these potential files; the exchange-correlation potential is rough where the density is thin.
